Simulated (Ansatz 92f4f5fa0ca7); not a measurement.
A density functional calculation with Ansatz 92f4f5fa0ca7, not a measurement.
Periodic cell of 229 atoms, Si134O93H2, from a study of silicon, its oxide and their interface. The atomic structure is a simulated model.

Settings: functional PBE; potential files Ansatz PAW; basis plane waves; wave-function cutoff 700 eV; density cutoff ratio 5; exchange-correlation grid ratio 1; k mesh 2 x 2 x 1, shifted by 0.5 0.5 0.5 of a step; self-consistency stop 5e-08 eV per atom in the density residual; occupations fixed; spin none; net charge 0.

Cell vectors (angstrom)
a 10.938 0 0
b 0 10.938 0
c 0 0 32.3122

Atoms and the computed forces on them: element, x, y, z (angstrom), force x, y, z (eV/angstrom)
Si 0.3099 -0.5121 25.0105 -0.0065 -0.0283 -0.033
Si 5.7933 -0.0975 25.0552 0.0184 -0.0295 -0.037
Si 2.7633 2.5148 24.7245 0.0123 -0.0013 -0.0451
Si 8.0466 2.8665 24.6644 -0.0294 -0.0152 -0.0208
Si -0.0747 5.7328 24.6638 -0.0014 0.0152 -0.062
Si 5.6862 4.984 24.7734 -0.0039 -0.0342 -0.0371
Si 2.7683 8.4525 24.8295 0.0077 0.0015 -0.0104
Si 7.9747 8.4644 25.0068 -0.008 0.078 -0.0267
Si 1.268 1.3616 26.1294 0.0133 -0.0287 0.0365
Si 7.0287 1.4312 26.2555 -0.0338 0.051 0.0076
Si 4.167 3.8578 26.1378 -0.0354 0.0257 -0.003
Si 9.5461 4.2119 26.002 -0.015 -0.0492 0.002
Si 1.5794 6.7454 26.044 -0.0246 0.032 0.0147
Si 6.7737 6.7179 26.064 0.0238 -0.0461 0.017
Si 4.1068 9.7086 26.2522 -0.0091 -0.0302 0.0193
Si 9.6834 9.3613 26.3579 -0.0209 0.0179 0.0117
Si 2.6793 0.0791 27.5585 0.0097 -0.0215 -0.0132
Si 8.3142 -0.0557 27.5727 -0.0163 -0.0137 -0.0209
Si -0.0659 2.7904 27.4629 0.0206 -0.0026 0.0027
Si 5.5421 2.6582 27.5867 0.0026 0.0218 -0.0042
Si 2.836 5.3553 27.4807 -0.0201 0.0125 -0.0014
Si 8.1822 5.4679 27.4942 0.0133 -0.0207 0.0172
Si 0.1604 8.0091 27.5759 0.0055 0.0123 -0.0185
Si 5.4549 8.1793 27.4951 0.023 0.0006 -0.0027
Si 4.1018 1.3673 28.894 0.0225 -0.1118 0.4387
Si 9.5708 1.3673 28.894 0.2167 0.3388 0.1467
Si 1.3673 4.1018 28.894 -0.0509 -0.0881 -0.4452
Si 6.8362 4.1018 28.894 0.1055 0.1461 0.1529
Si 4.1018 6.8362 28.894 0.0775 -0.2247 -0.2105
Si 9.5708 6.8362 28.894 0.1004 -0.5596 0.0936
Si 1.3673 9.5708 28.894 0.1005 -0.137 0.0829
Si 6.8362 9.5708 28.894 0.0174 -0.2312 -0.2193
Si 0 0 30.2612 0.0068 0.0479 -0.0108
Si 5.469 0 30.2612 -0.1259 -0.0541 0.006
Si 2.7345 2.7345 30.2612 0.0424 0.0071 -0.0053
Si 8.2035 2.7345 30.2612 -0.009 0.0006 0.0141
Si 0 5.469 30.2612 -0.18 -0.0357 0.0312
Si 5.469 5.469 30.2612 0.0199 0.0402 0.0021
Si 2.7345 8.2035 30.2612 -0.015 0.0628 -0.0006
Si 8.2035 8.2035 30.2612 0.0073 0.1206 -0.0411
Si 1.3673 1.3673 31.6285 0.0615 -0.0809 0.0076
Si 6.8362 1.3673 31.6285 0.0507 0.0324 -0.0203
Si 4.1018 4.1018 31.6285 -0.0031 0.042 0.0135
Si 9.5708 4.1018 31.6285 0.094 -0.0632 0.0119
Si 1.3673 6.8362 31.6285 -0.0285 -0.0003 -0.0217
Si 6.8362 6.8362 31.6285 0.0126 -0.0663 0.0023
Si 4.1018 9.5708 31.6285 0.0878 -0.0809 0.0079
Si 9.5708 9.5708 31.6285 -0.0177 0.0035 0.0105
Si 2.7345 0 0.6835 -0.011 0.0231 0.0035
Si 8.2035 0 0.6835 -0.0841 0.0384 -0.0026
Si 0 2.7345 0.6835 -0.0965 0.0426 0.0058
Si 5.469 2.7345 0.6835 -0.03 -0.0406 -0.0095
Si 2.7345 5.469 0.6835 -0.0192 0.0531 -0.0065
Si 8.2035 5.469 0.6835 0.0022 0.012 -0.002
Si 0 8.2035 0.6835 0.0152 0.0042 -0.008
Si 5.469 8.2035 0.6835 -0.022 0.0832 0.0112
Si 4.1018 1.3673 2.0507 0.0599 0.0439 -0.0038
Si 9.5708 1.3673 2.0507 0.0559 -0.0517 0.0256
Si 1.3673 4.1018 2.0507 0.0294 -0.0126 0.0225
Si 6.8362 4.1018 2.0507 0.0225 0.0171 -0.0056
Si 4.1018 6.8362 2.0507 0.0027 -0.128 0.0068
Si 9.5708 6.8362 2.0507 0.0355 0.043 0.0068
Si 1.3673 9.5708 2.0507 -0.0387 -0.0415 0.0021
Si 6.8362 9.5708 2.0507 0.1057 -0.0389 -0.0023
Si 0 0 3.418 -0.0776 -0.0109 -0.0718
Si 5.469 0 3.418 -0.1867 0.1596 0.2458
Si 2.7345 2.7345 3.418 0.0971 0.0027 -0.0585
Si 8.2035 2.7345 3.418 -0.1999 0.0219 0.1424
Si 0 5.469 3.418 0.0975 0.2035 0.0143
Si 5.469 5.469 3.418 -0.3111 -0.1047 -0.3132
Si 2.7345 8.2035 3.418 -0.1749 0.1444 0.2916
Si 8.2035 8.2035 3.418 0.1137 0.4431 -0.4445
Si 1.3723 1.3629 4.7706 0.0099 -0.0121 0.0122
Si 6.7848 1.4081 4.8189 -0.0009 0.0029 -0.0108
Si 4.0817 4.1197 4.794 0.0023 -0.0012 0.0085
Si 9.5539 4.1364 4.7621 0.0102 -0.0048 0.0195
Si 1.3327 6.871 4.8252 0.0011 0.0021 -0.0002
Si 6.7687 6.9184 4.6812 -0.0157 0.0143 0.0179
Si 4.0381 9.6334 4.8199 -0.0096 0.009 -0.0037
Si 9.5242 9.6226 4.7867 -0.0058 0.0066 0.013
Si 2.6632 0.0247 6.2786 0.0005 -0.0032 -0.0067
Si 8.1719 0.0877 6.1892 0.0004 -0.0151 -0.0094
Si 0.0356 2.7871 6.0801 -0.0117 -0.0037 -0.0088
Si 5.41 2.756 6.2334 -0.0055 0.0062 -0.0081
Si 2.743 5.5239 6.1785 -0.0056 -0.0123 -0.0176
Si 8.1367 5.5815 5.9785 0.0178 -0.0039 0.0009
Si -0.074 8.2549 6.1833 -0.0029 -0.0096 -0.022
Si 5.4654 8.2827 6.0982 0.0077 -0.008 0.006
Si 3.7694 1.6614 7.6099 -0.024 0.0151 0.0277
Si 9.804 1.282 7.4247 0.0311 -0.01 0.0336
Si 1.5508 3.9491 7.4567 0.0016 -0.0213 0.0433
Si 6.6195 4.4672 7.3261 -0.0017 0.0433 0.034
Si 4.3958 6.6801 7.4182 0.0334 -0.0099 0.0495
Si 9.1488 7.1584 7.3835 -0.0426 0.0065 0.044
Si 0.9763 9.848 7.575 -0.0266 0.0284 0.0586
Si 6.9781 9.4464 7.4836 -0.0004 -0.0287 0.0283
O 5.4852 5.5291 7.8838 -0.0014 0.0077 0.0226
O -0.1174 0.0912 7.9274 0.0029 -0.0036 0.0231
O 2.6456 2.8188 8.0323 0.0165 -0.0098 0.0194
O 8.0837 8.3032 7.9415 0.0055 0.0032 0.0205
O 1.5126 9.4579 24.3552 -0.0156 0.0196 -0.0234
O 6.8526 3.9359 24.1741 0.003 0.0076 -0.0386
O 6.7796 9.5552 25.0914 0.0156 -0.0051 -0.069
O 0.1444 4.8225 23.309 0.0147 -0.0141 0.0042
O 6.2386 10.0416 8.8536 0.0135 0.0141 -0.0121
O 0.703 4.6906 8.6598 0.0069 0.0001 0.0001
O 1.3744 9.2406 9.0514 -0.0045 -0.0006 -0.0118
O 7.5233 4.0831 8.6443 -0.0104 -0.0181 -0.0034
O 9.591 6.3733 8.7445 0.0146 0.0098 -0.013
O 4.3069 0.9677 9.0609 0.0048 0.0144 -0.0169
O 3.9371 7.4277 8.8158 0.0051 -0.025 -0.0054
O 9.344 2.1079 8.7865 -0.0161 -0.0064 -0.0001
O 5.6919 0.3569 23.4592 -0.0105 -0.0047 0.0062
O 8.5792 1.97 23.336 -0.0091 0.0244 0.0299
O 10.3154 7.1133 23.9112 -0.0096 -0.0208 0.0008
O 4.7247 5.4777 23.5107 0.0331 0.0114 0.0197
O 8.2822 8.5433 23.3883 0.007 -0.0154 0.0117
O 2.3334 3.5146 23.4597 0.0057 -0.0174 0.0248
O 3.7852 7.9434 23.5959 -0.0199 -0.0089 0.0021
O 10.1663 -0.1357 23.8279 0.0293 0.0223 -0.0145
Si 6.4565 12.2152 15.6095 0.0018 0.0016 0.0019
Si -2.6628 7.9752 14.0809 -0.0009 0 -0.001
Si 7.4787 4.1094 16.757 0.0027 0.0009 -0.0047
Si -0.4182 3.7247 19.9515 -0.0004 -0.001 0.0039
Si 14.3489 2.3592 13.2976 0.0024 0.0028 0.0035
Si 3.1159 3.8322 18.0427 -0.0034 -0.0041 -0.0029
Si 3.6887 7.4491 15.0085 0.0012 0.0004 0.0022
Si 4.3285 0.8238 22.704 0.0048 -0.0032 0.0027
Si 1.2957 6.0257 14.0309 -0.0001 -0.0005 0.0039
Si 4.3861 -0.7041 20.2538 -0.0068 -0.0004 0.0047
Si 4.7644 2.2351 20.1322 -0.0033 0.002 0.0006
Si 7.9705 2.7301 9.4096 -0.0061 0.0001 -0.0124
Si 9.4599 3.7228 11.7276 -0.005 -0.0015 -0.0034
Si 10.7783 5.6997 9.6054 0.0008 0.0011 -0.0042
Si 2.924 4.5862 11.6753 0.0041 -0.0016 -0.0113
Si 5.5998 8.0734 12.7042 0.0055 -0.0046 -0.0037
Si 9.9068 1.1111 22.8308 0.0114 -0.0095 0.0063
Si 1.2839 8.417 10.4481 -0.0019 -0.001 0.0001
Si 9.9677 -1.0377 20.5734 0.0109 0.0044 0.0028
Si 3.4833 1.5964 16.0675 -0.0011 -0.0003 0.0038
Si 7.2432 6.5245 21.1053 -0.0014 -0.0021 0.0092
Si 16.4862 0.2871 12.7861 0.0052 0.0019 0.0007
Si 0.0734 -2.0588 13.1626 -0.0012 0.0075 -0.0016
Si 9.4712 5.0563 14.5693 -0.0003 -0.001 0.0053
Si -9.755 2.2978 11.5057 -0.0028 -0.0015 -0.0077
Si 3.5358 7.3321 19.7569 -0.005 -0.0048 0.0023
Si 1.8346 9.9182 15.4486 -0.0003 0.0061 0.0031
Si 0.8775 6.0549 18.6598 -0.0014 0.0045 -0.0025
Si 7.5438 3.6846 19.8612 0.0041 -0.0018 0.0021
Si 7.9237 -1.2741 16.6432 -0.0001 0.0016 -0.0032
Si 0.8909 3.5289 22.6941 -0.0141 -0.0045 -0.0034
Si 5.0601 5.9978 17.298 0.0086 0.0007 -0.0018
Si 7.1485 9.0978 19.4904 -0.0025 0.0013 -0.0025
Si 3.9432 7.2391 10.4303 0.008 -0.0055 -0.0109
Si 9.4462 7.6913 22.6508 0.0056 -0.0039 -0.0006
Si 4.5964 6.8619 22.6542 0.0052 -0.0009 0.0009
Si 5.8066 0.4973 9.5964 0.0149 0.0086 -0.0158
Si 10.8759 -2.0278 17.7902 0.0045 -0.0027 -0.0036
O 10.027 0.4367 21.3273 0.0048 -0.0052 0.0119
O 4.4998 7.2596 13.6043 0.0068 0.0214 0.0108
O 11.1552 2.1113 23.0928 -0.0066 0.0201 -0.0204
O 6.9367 -1.6782 17.8829 0.0261 0.006 0.0094
O 3.5644 8.9762 19.6076 0.0092 -0.0076 0.0115
O 0.1036 7.2503 17.808 0.0012 0.0174 0.0013
O 8.1408 3.1018 10.9856 0.0234 0.0086 -0.0104
O 4.5081 2.1366 21.7474 -0.0026 -0.0282 -0.015
O 1.9401 3.5974 10.819 -0.0019 -0.0091 0.03
O 13.3384 0.4761 15.6565 0.0138 -0.0018 -0.0034
O 5.9324 -1.1876 20.3363 -0.0054 -0.0097 -0.0177
O 1.9739 5.3198 12.7579 0.009 -0.0074 0.0077
O 2.7973 8.234 11.0417 -0.0057 -0.0076 -0.013
O 4.0155 3.6196 12.4347 -0.0397 -0.0063 0.0025
O 16.4042 -1.2951 13.0999 0.0011 -0.0015 -0.0037
O 3.7586 6.7736 21.2682 0.0141 0.006 -0.0044
O 1.8209 2.1725 13.0119 0.0194 0.0146 -0.0191
O -14.2873 8.7315 15.3506 0.0227 0.0073 0.0014
O -9.5323 0.9874 10.5718 0.0367 0.02 0.0071
O 3.8004 -0.4123 21.7611 0.0267 0.0241 -0.0069
O 3.1044 8.9556 15.1208 -0.0087 -0.0137 0.0009
O 11.7338 -1.0061 14.1836 0.006 -0.0278 0.0065
O 6.4438 11.9692 13.9619 -0.019 -0.0129 0.0156
O 3.3246 1.1659 23.9366 0.0095 0.0264 -0.0117
O 4.0671 -9.9983 12.8598 0.0167 0.0165 0.0126
O 6.1451 7.1341 22.1688 0.0138 -0.0104 -0.0272
O -12.4775 8.9461 13.3972 0.0074 -0.0258 0.0149
O -0.8521 4.9621 10.8757 0.003 -0.0177 -0.0004
O 7.9062 3.7617 18.2786 -0.0059 -0.0029 -0.0012
O 6.3688 2.5438 19.9658 -0.0185 0.009 0.0014
O 14.586 2.6885 14.8631 -0.0105 -0.031 -0.0118
O 4.3671 11.696 19.4789 0.007 0.0121 0.028
O 7.1207 7.6027 13.0028 -0.01 0.0174 0.018
O -2.224 6.4824 21.8247 -0.0115 0.0284 -0.0001
O -2.1039 4.3892 15.9015 -0.0098 0.0066 -0.0091
O 2.0064 6.8925 19.4637 0.0151 0.0004 -0.0047
O 2.4598 6.3736 15.1169 0.0008 0.0172 -0.0234
O 13.7499 2.3976 17.3244 0.0155 0.018 -0.003
O 9.4701 -1.5684 17.0842 -0.0077 -0.0053 0.0125
O 6.808 1.657 9.0948 -0.0002 -0.0105 0.0308
O 4.6978 7.1669 16.2389 -0.0189 -0.0164 -0.0102
O 19.8878 6.5857 14.5396 -0.0033 0.0015 -0.0078
O 4.1853 4.6361 17.1316 -0.0177 0.0089 0.0228
O -1.9241 3.4168 20.5676 0.0062 0.011 -0.0058
O 10.5383 13.4478 11.759 0.0013 0.0249 -0.0042
O 7.3023 -3.4255 19.8109 0.0026 0.0147 0.0226
O 0.3845 9.1739 11.5845 0.0175 -0.025 0.0062
O 0.7788 6.8934 10.1711 -0.0058 0.0071 0.0016
O 4.6634 6.6383 18.7708 -0.0266 0.007 0.0079
O 15.9156 11.8794 16.2769 0.0044 0.0116 -0.0204
O 3.6865 5.6542 10.7365 -0.0149 0.0153 0.0194
O 6.5699 5.4811 16.9237 0.007 -0.002 -0.0052
O 10.2638 -2.2685 21.6282 -0.029 0.005 -0.0046
O 1.7443 4.7471 18.0648 0.0137 -0.0001 0.0011
O 7.6002 11.2282 16.254 -0.0197 -0.0086 -0.0074
O 9.0472 4.2325 13.2197 0.0185 0.0067 -0.0015
O 0.0267 9.6173 19.2853 -0.0184 -0.0092 -0.005
O 3.814 14.3548 19.4832 0.0208 -0.0176 -0.0033
O 5.3312 18.6672 11.1324 -0.0244 -0.0055 0.02
O 6.903 5.0327 20.5408 0.0148 0.0055 -0.0012
O 1.137 -1.4727 16.8467 -0.0059 -0.0021 -0.0101
O 0.1667 5.0669 14.7119 -0.008 0.0195 -0.0169
O 0.605 -3.5484 13.5112 0.0075 0.0062 0.0102
O 8.4655 9.8851 19.978 -0.0007 -0.0208 -0.0087
O 5.998 0.4175 11.2143 -0.0137 -0.0084 -0.0017
O 6.7636 2.839 16.0016 0.0066 -0.0154 0.009
O 0.7899 3.6132 21.0748 -0.0166 0.0033 -0.003
O 10.6054 5.3001 19.4542 0.0009 -0.0198 0.005
H -8.6372 0.894 10.2022 -0.0371 0.0009 0.0121
O -0.2163 2.6025 18.7886 0.027 0.0189 -0.0015
H 0.5092 2.6985 18.1537 -0.0263 -0.0042 0.0221

Results
free energy: -138126.865 eV
free energy less fixed offsets of H -17.10, O -569.03, Si -635.61 eV per atom: -1.135 eV

The program warned: the cutoff lies below the one the program advises for these potential files; the exchange-correlation potential is rough where the density is thin.
